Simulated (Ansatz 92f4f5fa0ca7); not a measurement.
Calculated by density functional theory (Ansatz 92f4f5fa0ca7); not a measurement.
Periodic cell of 252 atoms, Si144O100N8, from a study of silicon, its oxide and their interface. The atomic structure is a simulated model.

Settings: functional r2SCAN; potential files Ansatz norm-conserving; basis plane waves; wave-function cutoff 1300 eV; density cutoff ratio 4; exchange-correlation grid ratio 1; k mesh 2 x 2 x 1, shifted by 0.5 0.5 0.5 of a step; self-consistency stop 5e-08 eV per atom in the density residual; occupations Fermi-Dirac, 0.05 eV; spin none; net charge 0.

Cell vectors (angstrom)
a	10.888	0	0
b	0	10.888	0
c	0	0	35.1671

Atoms and the computed forces on them: element, x, y, z (angstrom), force x, y, z (eV/angstrom)
Si	-0.2527	0.3805	0.0692	-0.0479	0.0214	0.0809
Si	2.3534	2.9545	0.098	-0.0003	0.0625	0.1327
Si	0.1902	5.1725	0.1956	0.0138	-0.0286	0.0947
Si	2.9573	8.011	-0.0753	0.0034	-0.0232	0.0809
Si	5.6848	-0.3741	-0.0441	0.0315	0.0241	0.1599
Si	8.3446	2.5167	0.0071	0.0187	-0.0031	0.1371
Si	5.2006	5.8433	0.1037	-0.033	0.0072	0.0683
Si	7.9185	8.3024	0.128	-0.0116	0.0301	0.0642
Si	1.2622	1.4415	1.493	-0.011	0.0222	-0.0005
Si	4.0476	4.1265	1.2602	0.0051	0.0169	-0.0085
Si	1.3989	6.8384	1.3031	-0.0072	0.0239	-0.0042
Si	4.0576	9.5295	1.3409	0.0198	0.0001	0.0015
Si	6.7676	1.314	1.2519	0.0017	0.001	-0.0121
Si	9.4662	4.0399	1.4373	0.0247	-0.0004	0.0013
Si	6.7293	6.8718	1.5293	-0.0132	0.005	0.0098
Si	9.526	9.5639	1.2936	0.0086	-0.0329	-0.0006
Si	-0.0758	2.7514	2.873	-0.0005	0.0072	0.0143
Si	2.6957	0.0191	2.6924	-0.0056	-0.0123	0.0064
Si	0.0107	8.1981	2.6424	-0.0049	-0.012	0.0173
Si	2.7254	5.4701	2.7112	-0.0014	-0.0002	0.0138
Si	5.422	2.7305	2.5993	0.0105	0.0078	0.0085
Si	8.1381	-0.0022	2.6953	-0.0264	0.0095	0.0132
Si	5.3789	8.241	2.8345	0.0012	-0.0022	0.0168
Si	8.1241	5.4446	2.7529	0.0207	0.0023	0.0013
Si	1.3581	4.1361	4.1109	-0.0143	-0.0025	-0.0043
Si	4.0801	1.3937	4.0246	0.0028	-0.002	0.0003
Si	1.3445	9.5289	4.0569	0.0005	-0.0138	-0.0092
Si	4.0531	6.8039	4.1277	0.0155	0.0066	0.0016
Si	6.7627	4.0516	4.0584	-0.0036	-0.0041	-0.0024
Si	9.4655	1.3271	4.1342	0.0123	-0.0032	-0.0025
Si	6.7944	9.5801	4.1217	-0.0024	-0.0183	0.0052
Si	9.5401	6.8324	4.0415	0.0018	0.0284	-0.0073
Si	-0.0145	-0.0234	5.4548	-0.0027	-0.0089	0.0056
Si	2.7272	2.7359	5.424	0.0028	0.0096	0.0081
Si	-0.0029	5.4889	5.4533	0.0098	-0.0034	-0.0086
Si	2.6819	8.1744	5.4486	-0.0078	0.0172	0.0014
Si	5.4282	0.058	5.4451	-0.0001	0.0036	0.0081
Si	8.1205	2.7144	5.454	0.0075	-0.0011	0.0097
Si	5.435	5.4255	5.4477	0.0013	0.0056	0.013
Si	8.1743	8.1782	5.4234	-0.0008	-0.0063	0.0078
Si	1.3697	1.3583	6.7811	-0.0083	-0.0057	-0.005
Si	4.0819	4.0713	6.8226	-0.0028	-0.0024	-0.0065
Si	1.3546	6.8212	6.839	-0.0046	0.0086	-0.0083
Si	4.0587	9.5529	6.7712	0.0081	-0.0294	0.0032
Si	6.7875	1.3762	6.8436	-0.0005	0.0096	-0.003
Si	9.5271	4.0773	6.7727	-0.0067	-0.0017	0.0037
Si	6.832	6.7929	6.7789	0.0042	0.0171	0.0014
Si	9.5178	9.509	6.8315	0.0124	-0.006	-0.0118
Si	0.0107	2.7182	8.1402	0.0125	0.0128	-0.0026
Si	2.7203	0.0104	8.1698	-0.0081	0.0104	-0.0125
Si	-0.0171	8.1477	8.2006	0.0023	0.0045	-0.0032
Si	2.7328	5.4467	8.1815	0.0029	0.0025	0.0004
Si	5.4411	2.7247	8.2064	0.0087	0.0117	0.0041
Si	8.1653	0.0075	8.1883	-0.0082	-0.0197	0.0044
Si	5.4444	8.1809	8.0909	0.0116	0.0098	0.0049
Si	8.187	5.4196	8.1511	0.0034	0.0008	0
Si	1.369	4.0639	9.5249	-0.0049	0.0284	0.0007
Si	4.0908	1.3521	9.5573	0.0001	-0.021	0.0104
Si	1.3527	9.5291	9.5167	-0.0319	-0.0107	-0.0284
Si	4.1571	6.8093	9.4926	0.0071	-0.002	-0.0004
Si	6.838	4.0782	9.5372	0.0108	-0.0068	-0.0024
Si	9.5604	1.3681	9.5371	-0.0006	-0.0072	0.0188
Si	6.7536	9.5314	9.5007	0.0081	-0.0004	0.0065
Si	9.5471	6.7332	9.5491	0.0333	-0.0046	-0.0059
Si	0.0185	-0.0088	10.9131	0.022	-0.0154	-0.024
Si	2.7631	2.7533	10.8963	-0.011	0.0047	0.0006
Si	0.0336	5.3732	10.9545	-0.0424	0.0434	0.0067
Si	2.7672	8.1667	10.7965	0.0051	0.0038	-0.0004
Si	5.4413	-0.0022	10.9469	-0.0112	-0.006	-0.0129
Si	8.2064	2.7321	10.9108	0.0016	0.0022	0.0183
Si	5.5298	5.4699	10.896	0.0056	0.0377	-0.0126
Si	8.1028	8.1072	10.7762	0.0037	-0.0363	-0.0197
Si	1.4336	1.3737	12.2496	-0.0125	-0.0058	0.0528
Si	4.1712	4.1246	12.236	0.0229	-0.0314	0.0103
Si	1.509	6.7736	12.1716	0.0124	0.0045	-0.0064
Si	4.0348	9.4869	12.2521	0.0056	-0.0065	-0.0112
Si	6.8611	1.3692	12.2831	-0.038	-0.0133	0.0133
Si	9.5397	4.028	12.378	0.008	-0.001	0.0023
Si	6.8916	6.8035	12.3092	-0.0115	0.0014	-0.0136
Si	9.4216	9.4382	12.0998	-0.0337	0.0024	0.0317
Si	0.0142	2.5656	13.6874	-0.0122	0.0105	0.0312
Si	2.7208	-0.0267	13.6561	-0.0196	-0.0773	0.0102
Si	0.0074	8.1151	13.3232	0.0131	0.0015	0.0067
Si	2.8493	5.4673	13.6502	-0.0041	0.0223	0.0125
Si	5.6445	2.9014	13.6243	0.0096	0.007	0.0036
Si	8.1265	-0.1402	13.584	0.0269	0.0075	-0.0248
Si	5.3847	8.1006	13.5702	0.0236	0.0204	0.0056
Si	8.2914	5.5212	13.7854	0.0102	-0.0278	0.0322
Si	1.3386	4.1396	14.8257	-0.0475	-0.0085	-0.0844
Si	4.1473	0.7951	15.3756	0.0005	-0.0151	-0.1031
Si	0.8352	9.8839	14.5695	0.0399	0.0688	-0.0794
Si	4.4006	6.6061	15.1178	0.0043	-0.0319	-0.1184
Si	6.7131	4.4055	15.1101	0.0046	0.0361	-0.142
Si	9.9259	0.6933	14.816	0.0187	0.0517	-0.1154
Si	6.4979	9.5936	14.9269	-0.0471	0.0056	-0.144
Si	10.1344	6.5136	14.8739	-0.0092	0.0231	-0.1432
Si	0.3565	-3.8947	20.8427	-0.0201	0.0312	-0.138
Si	-3.6981	19.5124	17.7039	-0.0306	0.0278	-0.2123
Si	10.4212	-5.5822	22.9168	0.0293	0.0428	-0.081
Si	0.3627	11.3924	23.8451	-0.013	-0.0125	-0.0624
Si	0.1674	-2.4648	16.9497	0.021	-0.0442	-0.2112
Si	4.4255	4.559	19.1021	-0.0192	0.0048	-0.2133
Si	-4.1034	16.3449	26.9398	0.0028	0.0352	0.0799
Si	7.3435	11.3572	27.0514	-0.0374	-0.0291	0.0652
Si	1.1042	1.6424	28.8273	-0.0059	0.0228	0.1352
Si	7.3639	3.818	18.0947	-0.0437	-0.0241	-0.1885
Si	-7.2621	3.6182	28.5737	-0.0436	0.0013	0.1244
Si	11.4607	-9.799	19.0873	-0.0055	0.0047	-0.1857
Si	-3.8273	7.0533	21.6176	0.0094	0.001	-0.1013
Si	-2.1339	-4.593	19.2147	-0.0411	0.0104	-0.2053
Si	23.9565	-4.6637	22.7637	0.003	0.0134	-0.0906
Si	-9.1191	-1.8706	19.2448	0.0112	-0.0129	-0.1992
Si	-6.5229	10.9104	22.7055	-0.0103	-0.0056	-0.0937
Si	-0.2159	-8.3281	21.5642	-0.0102	-0.0188	-0.1653
Si	5.925	2.5493	23.4621	-0.0026	0.0045	-0.0684
Si	15.1251	7.5719	18.1029	0.0223	-0.0017	-0.1871
Si	-3.6946	-11.6656	21.7392	0.0147	0.0104	-0.152
Si	2.5305	1.9183	32.3448	-0.0384	0.0045	0.2188
Si	-5.9602	-5.7662	22.0273	-0.0264	0.0176	-0.1244
Si	8.1993	0.5338	24.2643	0.0145	-0.0066	-0.0412
Si	-1.7609	10.8185	17.6395	-0.0036	-0.0077	-0.1672
Si	2.595	-8.305	17.3148	0.0055	-0.0343	-0.2141
Si	-7.909	0.0085	25.4169	0.0154	-0.0072	0.0388
Si	7.6	23.098	30.9371	-0.0206	-0.0028	0.2061
Si	12.6846	-1.6899	22.2372	-0.0391	-0.0337	-0.124
Si	12.5263	9.7838	30.2257	-0.034	0.0169	0.2022
Si	7.4322	5.1906	23.8043	-0.0279	0.0077	-0.048
Si	8.1465	9.6992	29.4182	0.0002	-0.0218	0.122
Si	10.451	2.5214	31.208	0.0412	0.0189	0.1488
Si	9.3062	5.3827	31.2163	-0.0362	0.0124	0.2197
Si	10.6304	9.0082	28.1392	0.061	0.0025	0.1255
Si	-2.4172	12.3427	19.9197	0.0516	-0.0052	-0.2039
Si	4.9201	11.0091	32.0444	-0.0341	-0.0326	0.2112
Si	5.0413	2.8811	31.138	0.0443	0.0418	0.2186
Si	2.7489	8.9358	27.7085	0.0001	-0.0066	0.0741
Si	20.7155	7.1085	33.3365	0.0252	-0.0238	0.1835
Si	0.9924	9.3888	33.1801	0.0328	-0.0422	0.1957
Si	-6.7015	17.3789	28.3307	-0.0019	0.0421	0.0927
Si	-6.0748	23.9246	26.377	0.0233	-0.0126	-0.0225
Si	6.4547	2.8147	28.5573	-0.011	0.0376	0.092
Si	17.814	4.4114	33.0387	0.0425	0.0116	0.2416
Si	10.186	0.4877	26.5564	0.0453	-0.0301	0.0174
Si	4.3316	19.7846	29.9951	-0.0041	0.0051	0.1389
Si	30.4493	6.9273	28.7411	-0.002	-0.0358	0.1104
O	-1.3788	1.4547	34.6844	0.0179	-0.0101	-0.0708
O	0.6335	-0.1263	33.9586	0.0442	-0.0393	-0.0885
O	-2.835	5.1627	32.1968	0.0509	0.0239	-0.1232
O	14.9543	-0.3066	24.2627	-0.0029	-0.0203	0.0349
O	1.2683	4.0843	34.7859	-0.0028	-0.0083	-0.0503
O	-1.8761	1.8314	31.6486	-0.04	-0.0154	-0.0645
O	13.7913	19.7965	30.7392	0.0563	-0.0286	-0.0651
O	6.16	5.375	34.0575	0.051	-0.0255	-0.1105
O	5.1366	-0.1131	33.6232	-0.0066	0.0098	-0.2545
O	20.8139	6.7881	31.7569	-0.0015	-0.0282	-0.1189
O	20.6345	-0.9977	29.1935	0.0009	0.0245	-0.0382
O	10.3058	5.7574	34.0665	-0.0435	0.0572	-0.1143
O	-3.0209	6.5406	27.416	-0.033	-0.0247	-0.0521
O	7.6065	3.1933	33.8764	-0.0633	0.0678	-0.1535
O	10.8045	8.3162	33.6924	-0.0162	-0.0043	-0.0666
O	6.8469	9.4206	34.8202	-0.0012	0.0003	-0.0627
O	2.1627	3.5597	16.1004	0.0448	-0.0236	0.1235
O	1.2506	9.1043	15.9625	0.0575	-0.0893	0.1307
O	15.616	-8.7216	14.7668	0.0233	-0.0178	-0.0005
O	5.3798	-0.2683	15.6153	-0.0088	0.0294	0.0423
O	-0.7621	-3.6141	16.3177	0.0116	0.0145	0.1205
O	7.1618	8.6089	16.0697	0.0258	-0.0346	0.1719
O	7.9168	-2.7847	29.5951	-0.0102	-0.0097	-0.0314
O	16.1244	-1.1517	31.0483	-0.0015	-0.0497	-0.0846
O	-18.651	7.3817	27.5058	-0.0023	0.0127	-0.0268
O	7.5011	11.2104	20.5847	-0.0495	-0.0423	0.0837
O	9.2509	0.8798	16.3246	-0.0368	-0.0201	0.1936
N	5.0134	3.0984	29.4553	-0.0187	0.0097	-0.1112
O	3.4532	12.1835	16.7657	-0.0185	0.0541	0.11
O	1.2054	12.8729	17.8909	-0.0678	-0.0438	0.106
O	-0.835	-1.3255	17.3902	-0.0131	0.0702	-0.017
O	8.2191	-3.3333	18.3406	0.0265	-0.0821	0.0925
O	11.9124	7.998	18.219	0.0478	-0.0062	0.1644
O	-7.5656	8.6645	18.8968	-0.0393	0.0336	0.0828
O	16.4041	-4.3327	21.4898	0.0022	0.0012	0.046
O	0.7584	9.6698	31.597	0.0002	0.0339	-0.1914
O	-10.6668	16.1443	15.2544	0.0169	-0.0249	0.0052
O	0.7645	12.9011	20.3997	-0.0136	0.0394	0.1174
O	-2.9847	-4.74	20.5801	-0.0378	-0.004	0.0892
O	3.9208	-3.5183	16.4965	0.0043	0.0289	0.159
O	5.6374	-11.6812	22.1662	-0.0207	0.0137	0.0548
O	11.5108	-0.8917	23.0446	0.0116	0.0185	0.0478
O	3.6067	5.4735	22.9372	-0.0138	-0.0151	0.0277
O	-3.6143	3.6582	16.4667	0.0004	-0.0199	0.153
O	5.5395	5.4881	15.5558	-0.0052	-0.0051	0.0679
O	5.3375	6.0726	27.2872	0.0387	-0.0209	-0.0409
O	2.5753	9.5795	26.2467	0.0026	0.0167	-0.0421
O	4.4174	4.3102	20.7096	0.0027	0.0109	0.1309
O	14.879	-1.2657	28.5542	-0.0272	-0.0146	-0.0443
O	-1.7537	-8.6276	21.1447	0.0304	0.0133	0.0867
O	-11.5304	-4.1449	22.1315	-0.0012	-0.0075	0.0327
O	-7.8671	-0.5943	21.9586	0.0153	0.0129	0.0501
N	-15.5994	4.2173	22.9269	0.0167	-0.0443	0.0753
O	7.4105	12.766	23.7037	0.0046	-0.0154	0.0258
O	21.6134	4.132	21.8356	-0.0153	0.0194	0.0418
O	16.6192	-2.6851	18.2529	-0.0206	-0.0069	0.0627
O	15.6694	-3.5041	29.5873	0.0166	-0.0186	-0.0246
N	-12.0229	-10.1111	18.9789	0.0025	0.0372	0.1284
O	11.4438	12.0796	27.3522	-0.0241	-0.0273	-0.0401
O	7.0204	4.1334	27.8261	0.0264	0.0105	-0.0289
O	1.45	-0.2872	19.0575	0.013	-0.0252	0.0649
O	2.7973	2.1515	33.9257	0.0001	-0.0373	-0.1751
O	5.9368	-6.5268	18.5815	-0.0172	0.0155	0.0559
O	8.845	11.9596	27.2558	0.0034	0.0228	-0.0209
O	1.6688	16.953	21.2016	-0.0048	0.0209	0.0383
O	14.3315	3.4746	18.378	0.0318	0.0439	0.1178
O	8.1687	10.3939	23.0086	-0.0008	0.0318	0.0666
O	0.9811	5.546	23.6811	-0.0146	-0.0359	0.0771
O	4.8861	1.5991	22.5703	0.0001	0.0184	0.0219
O	7.2509	10.1443	28.1306	0.0065	0.0228	-0.0421
O	-3.331	13.1334	29.5983	-0.0241	0.0473	-0.1155
N	1.3301	-1.8278	28.6804	-0.033	0.0211	-0.1063
O	-6.7331	3.4652	27.0462	0.0293	-0.0451	-0.0327
O	-5.6871	-8.3052	24.8963	-0.0374	-0.0145	0.0229
O	-2.3512	-5.9836	18.4061	0.0335	0.0269	0.0675
O	-6.8498	6.1019	18.7626	0.0051	-0.0543	0.0803
O	-14.1121	10.174	17.9933	-0.027	0.0376	0.0848
N	-11.9225	11.529	24.8453	0.0081	-0.0009	0.0129
O	-3.471	-2.3048	21.2428	-0.0112	0.0109	0.0455
O	3.3952	-5.6983	28.8816	0.0153	-0.0129	-0.0362
O	11.1421	12.6518	22.8645	0.021	-0.0309	0.0773
O	11.826	12.9541	32.0117	-0.0348	0.0226	-0.0766
O	3.4681	2.9902	31.5617	0.0252	0.0096	-0.0975
O	-0.4865	9.7574	26.721	-0.0346	0.0157	-0.0678
O	-3.5057	17.5743	23.1667	-0.0007	-0.0107	0.0567
O	3.3137	0.5175	31.9699	0.0247	0.0046	-0.073
O	7.0013	5.1661	25.3644	0.0135	-0.0028	-0.0284
O	12.6265	0.4587	29.7557	-0.0169	0.0078	-0.074
O	2.4078	19.6698	33.7366	-0.041	0.0483	-0.0945
O	10.7159	13.0927	29.6464	0.0218	-0.0302	-0.102
O	-3.5936	21.7381	25.5036	-0.0401	0.0022	0.0098
O	5.8352	4.0172	31.9382	-0.0699	-0.0589	-0.1334
N	5.9356	1.4311	31.5427	0.0611	-0.0213	-0.0633
O	12.549	11.5796	24.7915	0.0216	0.0082	0.0082
N	11.9969	-2.3107	20.7655	0.0121	-0.0335	0.1081
O	-2.0036	16.5193	29.6828	-0.0267	0.0399	-0.1312
O	13.1419	13.669	28.7346	0.0086	0.0173	-0.0329
O	7.6495	2.4242	18.8903	0.0236	-0.0321	0.1014
O	-7.212	11.9042	26.4428	-0.0124	0.0071	0.0038
O	-0.8092	-3.3909	28.1789	0.0134	0.025	-0.0572
O	9.0564	4.8581	23.7037	-0.0263	-0.0187	0.0315
O	8.3882	7.5428	33.9232	0.0384	-0.013	-0.0817
O	10.3031	4.1279	31.3693	0.0169	-0.0352	-0.0587
N	-4.7222	1.6633	27.3168	-0.0046	0.0062	-0.0568
O	-8.5979	-3.037	23.0466	0	0.0031	0.0273
O	18.6895	10.6234	30.6852	0.0224	-0.0308	-0.0666
O	14.9839	-3.9856	34.655	0.0044	0.0103	-0.0346
O	21.2074	6.5248	19.5886	0.0556	-0.002	0.0982

Results
free energy: -65710.838 eV
free energy less fixed offsets of N -289.75, O -463.61, Si -117.95 eV per atom: -47.038 eV
pressure: -0.60 GPa
stress xx, yy, zz, yz, xz, xy (GPa, positive in tension): 1.29, 0.59, -0.08, -0.42, 0.52, -0.22
